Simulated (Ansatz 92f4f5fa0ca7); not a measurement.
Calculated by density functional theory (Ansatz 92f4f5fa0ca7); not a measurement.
Periodic cell of 186 atoms, Si104O82, from a study of silicon, its oxide and their interface. The atomic structure is a simulated model.

Settings
functional: r2SCAN
potential files: Ansatz norm-conserving
basis: plane waves
wave-function cutoff: 1300 eV
density cutoff ratio: 4
exchange-correlation grid ratio: 1
k mesh: 2 x 2 x 1, shifted by 0.5 0.5 0.5 of a step
self-consistency stop: 5e-08 eV per atom in the density residual
occupations: Fermi-Dirac, 0.05 eV
spin: none
net charge: 0

Cell vectors (angstrom)
a 11.5403 0 0
b 0 11.5403 0
c -0.4668 1.8316 24.192

Atoms: element, x, y, z (angstrom)
Si 0.2028 1.657 0.6905
Si 0.1394 7.0736 0.7514
Si 0.2638 10.1458 1.1088
Si 4.1839 1.5451 0.5485
Si 4.1203 7.0188 0.8262
Si 4.0529 10.0785 1.2591
Si 8.1718 2.6511 0.9161
Si 8.0877 5.8318 1.135
Si 7.9236 9.7905 0.8723
Si 2.2301 2.2255 1.8488
Si 2.1352 6.3307 1.9328
Si 2.1267 10.1325 2.507
Si 6.0282 2.1348 1.9762
Si 5.9704 6.3047 2.1785
Si 6.0864 9.9252 2.3476
Si 10.0405 2.1557 2.2612
Si 10.0042 6.3992 2.3415
Si 9.8191 10.093 2.273
Si 2.1847 4.2501 3.2331
Si 2.147 8.1113 3.5989
Si 2.1932 12.1092 3.6218
Si 5.9718 4.1722 3.332
Si 6.052 8.0886 3.7005
Si 6.1028 11.9267 3.573
Si 10.0236 4.2501 3.4376
Si 9.8639 8.2574 3.7063
Si 9.8715 11.9042 3.7048
Si 0.3934 4.2496 4.819
Si 0.2739 8.2198 5.0211
Si 0.2924 11.9425 5.0062
Si 4.0353 4.2192 4.7583
Si 4.0814 8.1486 4.9645
Si 4.1497 12.003 4.942
Si 7.9899 4.2261 4.7484
Si 7.9544 8.168 5.0427
Si 7.958 11.9656 5.0214
Si 0.3468 2.3529 6.2656
Si 0.2974 6.1969 6.1592
Si 0.341 10.088 6.4914
Si 4.0437 2.37 6.2881
Si 4.079 6.1442 6.1429
Si 4.1414 10.0884 6.3698
Si 8.0824 2.3881 6.2594
Si 7.9582 6.1366 6.1492
Si 7.8987 10.0729 6.43
Si 2.1172 2.2646 7.7879
Si 2.1867 6.2164 7.521
Si 2.3329 10.1265 7.8789
Si 6.0829 2.3472 7.4648
Si 6.0193 6.1954 7.4626
Si 6.0042 10.0358 7.8435
Si 10.0428 2.3691 7.6924
Si 9.8918 6.1483 7.4678
Si 9.8343 10.1037 7.7534
Si 2.0273 4.3452 8.8536
Si 2.2934 8.048 9.0107
Si 2.257 11.9726 9.4871
Si 6.0994 4.2659 8.7046
Si 5.9918 7.9292 9.0578
Si 6.0898 12.1528 9.0166
Si 9.9305 4.3608 8.9399
Si 9.8221 8.0186 8.8537
Si 9.9879 12.0082 9.1899
Si 11.7616 5.0182 10.3242
Si 11.7827 8.0901 10.0843
Si 11.7519 11.2387 10.7508
Si 4.092 4.2613 9.7837
Si 4.1149 7.3174 10.4367
Si 4.3915 12.8165 10.5363
Si 7.9444 4.2541 10.117
Si 7.9545 7.436 10.2453
Si 7.9916 12.5606 10.3573
Si 8.5368 3.9239 14.4582
Si 3.5005 14.3247 19.171
Si 6.5075 10.6063 14.7437
Si 1.3411 6.0083 14.8851
Si 11.3345 3.8605 13.2133
Si 8.5842 6.6919 15.9515
Si 13.5391 5.0502 17.6352
Si 5.6015 4.3209 14.2589
Si 4.9165 12.8856 13.5537
Si 12.0598 10.0066 18.6596
Si 7.9489 9.9565 12.3088
Si 9.6997 13.3154 15.9448
Si 9.0665 2.9981 20.0644
Si 11.595 12.473 13.7699
Si 2.7695 11.681 17.8264
Si 10.291 0.8127 18.7415
Si 3.9543 6.8261 13.4237
Si 4.1089 8.9858 15.4804
Si 7.6037 9.9851 22.4149
Si 11.0426 3.3128 17.9325
Si 3.1834 9.6329 19.8575
Si 3.5508 7.4335 18.0296
Si 6.0177 5.6223 17.1253
Si 11.0621 8.0757 16.5057
Si 9.0741 9.3917 14.8122
Si 9.5487 4.7515 22.6417
Si 2.6758 11.424 14.8676
Si 4.4826 3.3178 21.7777
Si 6.2248 12.3332 22.6793
Si 6.127 3.7303 19.5654
Si 9.3461 7.7806 22.7858
Si 4.7873 9.7 22.5017
O 4.7586 6.4776 17.6164
O 3.2249 2.9243 20.7862
O 10.8588 4.4365 23.5775
O 3.6663 8.6092 0.5815
O 7.3483 11.4984 21.7808
O 9.5545 6.3088 22.0985
O 8.1881 4.4398 23.5119
O 4.1489 8.5433 23.4636
O 12.0632 14.0263 13.6684
O 5.1321 11.1821 23.148
O 8.3848 14.1469 15.4334
O 7.9372 5.8466 10.8649
O 4.0445 11.4351 0.2745
O 9.636 3.7365 21.3807
O 8.8938 9.1058 21.8818
O 8.2074 8.4653 -0.1325
O 5.4472 2.0151 21.9944
O 12.0748 4.5278 18.0715
O 5.1514 12.5118 11.9869
O 11.6614 8.6527 17.8858
O 5.1125 2.5886 18.9778
O 2.3939 6.5145 13.7668
O 7.9803 10.4519 15.4477
O 6.6252 9.8995 13.2737
O 4.8842 2.9001 13.9924
O 11.7205 4.0804 11.664
O 0.2393 5.1027 14.1431
O 4.8231 5.4561 13.4128
O 4.109 14.4523 10.749
O 3.4101 12.3418 13.7812
O 9.8378 7.0834 16.9112
O 9.7198 3.7019 13.376
O 3.788 8.1836 19.4407
O 10.7595 14.5121 16.3606
O 5.4481 9.8679 15.7257
O 8.8877 5.2432 15.329
O 3.7405 9.9904 21.311
O 3.6995 10.7358 18.7667
O 7.1269 4.1846 13.7134
O 11.7528 6.6076 10.9049
O 2.6845 13.1027 18.5558
O 6.0201 12.1382 14.5033
O 7.906 8.6566 11.3546
O 7.0331 12.8648 24.0089
O 5.6318 4.6864 15.8536
O 10.7446 10.8456 19.1292
O 7.9941 11.3904 11.543
O 7.9364 14.1966 10.8538
O 4.0633 7.7118 12.0586
O 11.5255 1.8929 18.5939
O 9.2771 9.8233 13.2596
O 10.4688 9.3405 15.6419
O 11.4784 11.8683 12.262
O 6.5157 4.7577 18.3931
O 5.3781 4.3818 20.8822
O 3.3943 8.563 16.8701
O 7.472 3.045 20.0767
O 3.1128 15.6434 18.3096
O 2.1225 5.1075 16.0104
O 0.6234 7.2771 15.619
O 4.564 7.6868 14.6532
O 4.4336 2.1156 -1.0078
O 11.7451 9.5569 10.9471
O 9.4717 0.8646 17.2955
O 13.0776 9.6397 19.881
O 12.8493 11.0006 17.6464
O 8.0284 7.6381 23.7282
O 12.6401 11.6321 14.6706
O 3.0176 9.8496 14.6411
O 8.0158 4.2124 1.405
O 4.1165 5.6711 10.6425
O 0.2792 8.6847 0.272
O -0.3293 6.2712 -0.6271
O 10.2252 12.442 14.6749
O 6.2489 9.1448 22.0191
O 9.4193 1.4007 19.9846
O 0.2655 0.0324 0.1999
O 8.4609 7.8661 14.8274
O 9.675 3.7286 18.7291
O 3.2871 11.8804 16.3116
O 7.2016 6.6602 16.7755
O 2.2011 6.5535 18.1959

Results
free energy: -50299.270 eV
free energy less fixed offsets of O -463.61, Si -117.95 eV per atom: -16.450 eV
pressure: -1.80 GPa
stress xx, yy, zz, yz, xz, xy (GPa, positive in tension): 0.15, 3.42, 1.83, -0.01, 0.13, -0.45

Forces (eV/angstrom), in the order of the atoms: element, x, y, z
Si -0.1494 -0.1985 -0.4129
Si -0.0965 -0.0119 -0.517
Si 0.2911 -0.0012 -0.6717
Si 0.1308 -0.2936 -0.374
Si -0.216 0.1812 -0.5115
Si -0.6023 0.0528 -0.5464
Si 0.0616 -0.0506 0.0642
Si 0.0857 -0.2108 -0.3614
Si 0.1745 0.3335 -0.4227
Si -0.0708 -0.0965 -0.0991
Si -0.1318 0.0914 -0.006
Si 0.0091 0.1638 -0.29
Si 0.3087 0.0534 -0.4341
Si 0.2388 0.0689 -0.2339
Si 0.1059 -0.0033 -0.1825
Si -0.1719 0.1478 -0.2279
Si 0.0351 0.0174 -0.2003
Si -0.2096 -0.1191 -0.2262
Si -0.0064 0.0786 -0.262
Si 0.0835 -0.1355 0.1858
Si -0.0562 0.0106 0.1931
Si -0.1525 -0.1134 0.3628
Si -0.0297 -0.168 0.215
Si 0.0695 0.2324 0.0664
Si 0.2391 0.0029 0.4032
Si -0.0479 -0.0339 0.2356
Si -0.0333 0.0456 0.1732
Si -0.2278 -0.0398 -0.1501
Si 0.0523 -0.1043 -0.0969
Si 0.0441 0.1428 0.0736
Si 0.2815 0.0048 -0.2346
Si -0.0931 -0.0397 0.04
Si -0.1198 -0.1268 -0.0189
Si -0.0343 0.028 -0.4045
Si 0.0174 0.0783 -0.0634
Si -0.0204 -0.0745 -0.0368
Si -0.1647 -0.0588 -0.023
Si -0.0576 -0.0665 0.0038
Si 0.0763 0.0508 0.0903
Si 0.0885 0.0406 0.0434
Si -0.0223 -0.014 0.0122
Si -0.093 -0.0058 -0.0899
Si -0.048 -0.0422 0.0397
Si 0.0734 0.0642 -0.0006
Si 0.1135 0.0293 -0.044
Si 0.0074 -0.1969 0.0161
Si 0.0412 0.1223 -0.2665
Si -0.1029 0.0312 0.0844
Si 0.0721 0.0278 -0.3075
Si -0.029 0.0175 -0.2519
Si 0.048 0.0828 0.2338
Si -0.0056 -0.0839 0.0409
Si -0.0488 -0.0114 -0.2842
Si -0.0794 0.0374 -0.0177
Si -0.3495 0.1326 0.1754
Si 0.2139 -0.0748 0.1329
Si 0.0854 -0.0846 0.1297
Si 0.0094 -0.0688 0.1018
Si -0.1014 -0.0762 0.024
Si -0.0904 -0.0248 0.0606
Si 0.2863 0.0532 0.2313
Si -0.1565 -0.0863 0.2008
Si -0.0046 -0.0498 0.1061
Si 0.0022 -0.0273 0.5975
Si -0.0142 0.1024 0.6309
Si -0.1268 -0.1615 0.2184
Si 0.0027 0.1048 1.1356
Si -0.1863 -0.4154 0.7178
Si 0.0496 0.4897 0.4226
Si -0.011 -0.0049 0.6817
Si 0.0276 -0.1059 0.3986
Si 0.1169 0.2002 0.295
Si -0.1299 0.0816 0.2656
Si 0.1157 0.0143 -0.0798
Si -0.0049 0.0327 0.4431
Si 0.0253 0.0707 0.086
Si -0.0871 0.0689 0.2916
Si -0.0122 0.025 0.0711
Si -0.0575 -0.0132 -0.0031
Si -0.0654 -0.0292 0.0677
Si -0.1173 0.0728 0.3696
Si -0.1612 -0.0069 -0.059
Si -0.0044 0.0022 -0.1297
Si -0.2336 -0.055 0.0787
Si -0.0796 -0.1746 -0.0335
Si -0.0535 0.0023 0.3345
Si 0.1055 0.0197 -0.1444
Si -0.2232 -0.1987 0.1055
Si 0.0303 -0.1295 0.158
Si 0.0836 0.1594 0.0191
Si 0.1774 -0.1469 -0.3653
Si -0.106 0.2257 -0.035
Si 0.0501 0.0111 0.0105
Si 0.0462 0.114 0.0229
Si 0.0572 -0.0513 0.0503
Si 0.0731 0.0696 0.0781
Si -0.0149 0.0058 0.2515
Si 0.0005 -0.1646 -0.1609
Si 0.0678 -0.0754 0.0687
Si -0.0411 0.209 -0.2561
Si 0.1038 0.0407 -0.2856
Si 0.1119 -0.0395 -0.1019
Si -0.1045 0.1354 -0.112
Si 0.0149 -0.1847 -0.4134
O -0.121 0.0449 0.0052
O 0.3859 0.0788 -0.0873
O 0.0531 -0.2511 0.2793
O 0.6675 -0.1166 0.3472
O -0.3645 -0.106 0.4668
O -0.0289 -0.0817 0.2792
O -0.0975 0.1391 0.3882
O 0.0274 0.3195 0.3364
O -0.1694 -0.0475 -0.1516
O 0.163 -0.013 -0.2081
O 0.3807 0.1098 -0.1741
O 0.0288 -0.1202 -0.601
O 0.2041 0.2045 0.5267
O -0.117 0.199 0.1944
O -0.165 -0.132 0.5226
O -0.1507 0.3746 0.1947
O -0.013 -0.0601 0.1361
O 0.1184 -0.1717 -0.1086
O -0.2267 0.046 -0.3048
O 0.0445 0.1278 -0.0819
O -0.2257 0.311 0.1788
O 0.1417 0.0081 0.0166
O 0.0044 -0.2233 -0.3889
O 0.2769 0.1194 -0.0353
O 0.1803 -0.0636 -0.1916
O 0.0021 0.2361 -0.0548
O 0.0807 -0.102 -0.1541
O -0.0424 0.0754 0.0577
O 0.049 -0.4882 -0.4465
O 0.1195 -0.0951 0.0226
O 0.0209 0.1097 -0.3145
O 0.1004 -0.0022 -0.0767
O -0.2122 0.2442 -0.1557
O -0.065 -0.2136 0.1927
O -0.0833 -0.0497 -0.3137
O -0.1232 -0.0829 -0.108
O 0.1626 -0.074 0.124
O -0.377 -0.101 0.0942
O 0.0307 0.0074 0.0385
O 0.0903 -0.299 -0.6451
O 0.0682 0.0024 0.0668
O -0.1508 -0.1098 -0.3488
O 0.0826 -0.1859 0.0767
O -0.0265 -0.5717 0.0563
O 0.0626 0.0877 -0.1456
O 0.2707 0.1248 -0.1982
O -0.0444 0.1753 -0.0496
O 0.0729 0.2924 -0.5039
O 0.0575 -0.0779 -0.5041
O -0.2826 0.0713 -0.1352
O -0.2984 -0.0111 -0.0132
O -0.2315 -0.1988 -0.0673
O 0.1152 -0.167 -0.2854
O -0.2245 -0.0567 0.0694
O -0.1217 -0.4307 0.0154
O 0.0671 -0.1664 0.0026
O 0.0186 0.1474 -0.0146
O -0.1166 -0.097 0.1084
O -0.1591 0.1565 0.0666
O -0.0101 -0.1839 -0.0212
O -0.164 -0.0092 -0.1284
O -0.0602 -0.3114 0.368
O 0.0072 0.2496 -0.5001
O 0.3694 0.2653 0.0295
O 0.2906 0.0659 -0.3
O 0.1125 -0.0591 0.246
O -0.0208 0.1524 0.4903
O 0.0437 0.1012 -0.1936
O 0.1451 0.1374 0.1757
O -0.0798 0.0129 -0.3805
O 0.0283 0.4065 -0.2759
O -0.1219 -0.3047 0.6099
O -0.1094 0.2272 0.2788
O 0.2434 0.0987 -0.1617
O -0.0132 0.3543 0.3568
O 0.1755 0.3011 -0.2934
O -0.0766 0.2523 0.6534
O 0.1823 0.132 0.1456
O 0.1871 -0.2405 0.0865
O -0.2133 -0.1539 -0.0217
O 0.0459 -0.1635 -0.1477
O 0.1812 -0.0987 -0.1573

The program warned: the forces do not sum to zero within the program's tolerance.
